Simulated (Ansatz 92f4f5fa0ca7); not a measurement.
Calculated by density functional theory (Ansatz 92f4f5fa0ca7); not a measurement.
Periodic cell of 210 atoms, Si128O78B4, from a study of silicon, its oxide and their interface. The atomic structure is a simulated model.
Doubt: the cutoff is far below the 930 eV that the study's wrapper takes by default for these files, so forces and energies are approximate.
This geometry differs little from another in the collection (a relaxation step or a small displacement).

Settings: functional PBE; potential files Ansatz PAW; basis plane waves; wave-function cutoff 580 eV; density cutoff ratio 5; exchange-correlation grid ratio 1; k mesh 1 x 1 x 1, Gamma-centred; self-consistency stop 5e-08 eV per atom in the density residual; occupations fixed; spin none; net charge 0.

Cell vectors (angstrom)
a  10.938  0  0
b  0  10.938  0
c  0  0  31.144

Atoms and the computed forces on them: element, x, y, z (angstrom), force x, y, z (eV/angstrom)
Si  10.4197  0.5332  23.698  0.0011  0.0105  -0.0165
Si  6.0429  10.2882  23.8379  0.0468  -0.0043  -0.004
Si  2.3035  3.1638  23.7211  -0.0329  0.009  -0.012
Si  8.6206  2.3933  23.7504  -0.0129  -0.0163  -0.0076
Si  0.7293  5.0561  23.7955  -0.0075  -0.0294  -0.0091
B  4.7235  6.1517  24.5141  0.0279  -0.0706  0.0125
B  3.5328  7.4535  24.529  -0.0375  0.0666  0.0064
Si  7.6909  8.4588  23.7829  -0.0296  0.0439  -0.0182
Si  1.3059  1.4114  24.9985  0.0065  -0.0076  0.0083
Si  6.9049  1.2835  24.9984  -0.0079  -0.0023  0.0002
Si  4.1555  4.2068  24.866  0.0315  0.0131  -0.002
Si  9.7101  4.1395  24.9591  0.0169  0.0206  0.0015
Si  1.645  6.8838  25.022  -0.0152  0.0114  -0.0044
Si  6.6242  6.7247  25.0198  -0.0167  -0.0296  0.02
Si  4.0922  9.3835  24.9007  -0.0165  -0.0213  -0.0136
Si  9.5255  9.5505  24.913  -0.0017  -0.0127  0.0097
Si  2.7487  -0.0436  26.2654  0.0054  -0.0006  0.0077
Si  8.2495  -0.0382  26.4054  -0.0044  0.0037  -0.0053
Si  0.0006  2.7487  26.4216  -0.0002  0.0036  0.0028
Si  5.4768  2.7386  26.2706  -0.0035  0.0051  -0.0018
Si  2.8001  5.4102  26.4381  0.0451  0.0451  0.0037
Si  8.2048  5.4559  26.2954  -0.0057  0.0014  0.0039
Si  0.047  8.1911  26.276  0.0068  -0.0056  0.0031
Si  5.4654  8.1981  26.4456  -0.0255  -0.0207  0.0051
Si  4.1018  1.3673  27.7258  -0.032  -0.0431  -0.742
Si  9.5708  1.3673  27.7258  0.0792  -0.0195  0.4401
Si  1.3673  4.1018  27.7258  0.0096  -0.1772  0.6923
Si  6.8362  4.1018  27.7258  0.1099  -0.1517  -0.4757
Si  4.1018  6.8362  27.7258  0.1117  -0.1309  0.8787
Si  9.5708  6.8362  27.7258  0.0438  0.0736  -0.643
Si  1.3673  9.5708  27.7258  0.0157  0.0485  -0.4935
Si  6.8362  9.5708  27.7258  0.1857  0.1886  0.5653
Si  0  0  29.093  0.0054  0.0745  -0.0065
Si  5.469  0  29.093  0.0531  0.0033  -0.0266
Si  2.7345  2.7345  29.093  -0.071  0.0426  -0.0064
Si  8.2035  2.7345  29.093  -0.048  -0.0911  -0.0095
Si  0  5.469  29.093  0.0716  0.0335  -0.0378
Si  5.469  5.469  29.093  -0.0572  0.1212  0.0262
Si  2.7345  8.2035  29.093  -0.0413  -0.1124  -0.0085
Si  8.2035  8.2035  29.093  -0.0279  0.0125  -0.0137
Si  1.3673  1.3673  30.4603  0.0295  -0.0328  -0.0077
Si  6.8362  1.3673  30.4603  -0.0167  0.0193  0.0146
Si  4.1018  4.1018  30.4603  0.0566  -0.0648  -0.0431
Si  9.5708  4.1018  30.4603  0.0022  0  -0.0126
Si  1.3673  6.8362  30.4603  -0.0348  0.0518  0.0142
Si  6.8362  6.8362  30.4603  0.1141  -0.0452  -0.0092
Si  4.1018  9.5708  30.4603  0.0001  0.0293  -0.0059
Si  9.5708  9.5708  30.4603  0.0143  -0.0103  -0.0468
Si  2.7345  0  0.6835  -0.0543  -0.0104  0.0195
Si  8.2035  0  0.6835  0.0441  -0.04  -0.0138
Si  0  2.7345  0.6835  0.044  -0.0282  0.0026
Si  5.469  2.7345  0.6835  -0.0896  0.0651  0.0263
Si  2.7345  5.469  0.6835  0.0118  -0.0575  -0.0088
Si  8.2035  5.469  0.6835  -0.0567  0.0773  0.0339
Si  0  8.2035  0.6835  -0.0679  -0.0005  0.0304
Si  5.469  8.2035  0.6835  -0.0608  -0.0389  -0.0001
Si  4.1018  1.3673  2.0507  0.0836  -0.0213  0.0675
Si  9.5708  1.3673  2.0507  -0.1107  -0.0513  -0.0168
Si  1.3673  4.1018  2.0507  -0.0411  0.0492  -0.0333
Si  6.8362  4.1018  2.0507  0.0963  -0.0835  0.0076
Si  4.1018  6.8362  2.0507  -0.0643  0.0203  -0.0147
Si  9.5708  6.8362  2.0507  0.0753  -0.0199  0.0275
Si  1.3673  9.5708  2.0507  0.0468  -0.021  0.0329
Si  6.8362  9.5708  2.0507  0.0296  0.0305  0.044
Si  0  0  3.418  -0.0922  0.0646  0.2917
Si  5.469  0  3.418  -0.1447  0.0256  -0.4347
Si  2.7345  2.7345  3.418  -0.0845  0.1082  0.769
Si  8.2035  2.7345  3.418  -0.0354  0.1014  -0.727
Si  0  5.469  3.418  0.246  0.0291  -0.7565
Si  5.469  5.469  3.418  -0.1922  0.1153  0.5656
Si  2.7345  8.2035  3.418  0.2521  0.011  -0.5318
Si  8.2035  8.2035  3.418  -0.2703  -0.0322  0.6016
Si  1.2948  1.4008  4.8497  0.0014  0.0209  0.0073
Si  6.8013  1.4282  4.7562  0.097  0.0758  0.0534
Si  4.109  4.1185  4.8979  0.0206  -0.0007  0.0188
Si  9.5703  4.1112  4.69  -0.0018  -0.0097  -0.0091
Si  1.3868  6.8152  4.7026  -0.0012  -0.0006  0.0125
Si  6.8008  6.8339  4.8817  0.0214  0.0016  0.0073
Si  4.1028  9.5688  4.7398  0.0054  0.009  0.0119
Si  9.52  9.6259  4.827  0.003  0.0116  0.0068
Si  2.6852  -0.0609  6.0993  -0.0037  0.0044  -0.015
Si  8.2199  0.1997  6.2071  0.0296  -0.0199  0.0073
Si  -0.2336  2.693  6.222  -0.0154  -0.021  -0.0381
Si  5.5302  2.7602  6.314  -0.1264  0.0286  -0.0093
Si  2.6544  5.5212  6.232  0.0025  -0.0087  -0.0061
Si  8.0555  5.2028  6.1317  -0.0598  -0.0817  -0.0269
Si  -0.0745  8.0805  6.0139  -0.0149  0.0022  -0.0131
Si  5.4319  8.3104  6.2632  0.0049  0.0023  -0.0044
Si  4.4642  0.8553  7.3644  0.0183  -0.0558  -0.0005
B  8.7774  2.1022  6.6369  -0.0117  -0.0819  -0.0147
Si  0.7337  4.5743  7.3463  -0.041  0.0419  0.0019
B  7.4706  3.2875  6.6468  0.0461  0.0648  -0.0411
Si  3.5292  7.4196  7.4664  -0.015  -0.005  0.0024
Si  9.9325  6.2271  7.1991  0.0559  -0.0203  0.0158
Si  1.6445  9.0799  7.2946  -0.0061  -0.011  0.0121
Si  6.3251  10.2864  7.3889  -0.0532  0.0101  -0.012
O  3.9596  0.8002  8.9601  -0.0076  0.0108  0.0127
O  6.5888  10.3825  9.0469  0.0099  -0.0055  0.018
O  0.8421  9.6371  8.6538  0.0034  0.0009  -0.0044
O  3.9464  7.097  9.0455  0.0017  0.0011  -0.0063
O  9.7433  6.6751  8.7795  -0.0041  0.0059  0.0107
O  0.9712  4.481  8.9941  0.0076  -0.0049  0.0145
O  7.9569  3.1629  22.3751  0.0031  0  0.0041
O  0.1425  11.0846  22.219  -0.0044  -0.0024  0.0094
O  0.542  5.6976  22.2623  0.0023  0.0052  -0.0017
O  2.5775  2.5354  22.1854  0.0051  -0.0033  -0.0022
O  5.856  -0.1798  22.2685  -0.0075  0.0002  -0.013
O  8.0717  7.8234  22.2771  0.0046  -0.0074  0.001
Si  10.981  9.1928  13.9457  -0.0025  -0.0005  -0.0027
Si  5.8883  8.1142  16.3591  0  -0.0003  -0.0011
Si  9.145  0.9422  19.1065  -0.0021  -0.0018  -0.0029
Si  3.237  7.089  17.5139  -0.0006  -0.0013  -0.0015
Si  2.272  4.5537  18.9359  0.0008  -0.0017  -0.0023
Si  0.711  2.4035  14.52  -0.001  -0.0017  -0.0028
Si  7.1488  5.7436  11.5608  0.0005  0.0017  -0.0058
Si  8.6444  3.1641  20.8927  -0.001  0.0006  -0.006
Si  5.4976  3.3247  11.9827  -0.0013  -0.0001  -0.0022
Si  1.2358  3.6575  10.3634  -0.0001  0.0034  -0.0139
Si  2.4436  0.7353  18.2673  0  -0.0008  -0.0013
Si  2.9226  9.348  19.6922  -0.0019  -0.0006  -0.0001
Si  5.9635  3.5494  16.1098  -0.0011  -0.0005  -0.0016
Si  3.1111  2.2748  20.6738  0.0033  -0.0031  0.0051
Si  7.2774  5.9431  14.5944  -0.0018  -0.0004  -0.0037
Si  6.1679  1.2112  14.2704  0.0002  -0.0015  -0.0018
Si  9.9711  4.7824  15.5932  -0.0007  -0.0006  -0.0018
Si  8.3569  3.6334  18.027  -0.0018  -0.002  -0.0017
Si  10.7134  1.4805  11.6883  -0.0005  -0.0023  -0.0048
Si  3.9977  9.9857  14.6257  -0.0006  -0.0015  -0.002
Si  3.5938  1.5315  10.3601  -0.0025  -0.0039  -0.0161
Si  6.8028  9.3725  10.2992  -0.0017  0.0035  -0.013
Si  5.0877  -0.2142  20.8512  0.0046  0.0033  0.0077
Si  0.5366  9.5792  10.2381  -0.0034  -0.002  -0.0056
Si  2.4598  10.0601  12.1887  -0.0013  -0.0019  -0.0029
Si  8.8822  7.8678  20.8572  0.001  -0.0039  0.0003
Si  7.2435  9.543  18.8363  -0.0042  0.0027  -0.0039
Si  8.4298  10.6718  12.798  -0.0018  -0.0018  -0.0033
Si  3.0459  5.3726  12.3571  -0.0018  -0.0016  -0.004
Si  10.7692  5.2914  20.8569  -0.0016  0.004  0.0025
Si  9.1641  7.4134  10.0816  0.0023  -0.0044  -0.0146
Si  1.4713  6.6097  14.8617  0.0004  -0.0016  -0.0034
Si  4.7073  7.2126  10.4759  0.0023  -0.0014  -0.0026
Si  2.8929  3.0572  16.4738  -0.0012  -0.0018  -0.0023
Si  1.1521  10.652  16.002  -0.001  -0.0011  -0.0016
Si  0.0747  10.2872  20.8039  0.0041  -0.0058  -0.0025
O  7.8339  8.263  9.6994  -0.0017  -0.0031  0.0053
O  9.9805  9.0514  20.96  0.0027  0.0049  0.0021
O  8.1061  4.0478  19.6076  -0.0012  -0.0005  0.0009
O  4.814  7.2264  17.1766  -0.0011  -0.0005  0.0006
O  11.0129  9.5182  15.5554  0.0001  -0.0003  0.0018
O  9.3543  4.5641  17.1055  -0.0015  -0.0009  0.0015
O  3.19  1.5793  17.0961  -0.0014  -0.0006  0.0013
O  4.046  9.4252  20.8869  -0.0033  -0.002  -0.0043
O  0.7405  1.9676  12.9458  0  0.0003  0.003
O  8.4954  1.5877  20.4698  0.0003  0.001  0.002
O  3.2735  3.7484  19.9657  -0.0012  -0.0003  0.0001
O  0.9395  5.1621  19.6582  0.0015  -0.0004  -0.0033
O  3.1215  0.4863  11.5473  -0.0018  -0.001  0.0034
O  2.3685  7.2158  16.1157  -0.0011  -0.0008  0.0013
O  6.0242  2.2831  13.086  -0.0005  -0.0016  0.0011
O  8.409  10.602  18.4581  0.0012  0  0.0013
O  6.6508  9.0654  17.4125  -0.0008  -0.0016  -0.0004
O  5.0666  8.9696  15.2617  -0.0008  -0.0008  0.0011
O  6.1693  10.4146  19.6852  -0.0016  -0.0005  -0.0005
O  3.6476  6.7094  11.6176  -0.0021  -0.0018  0.0007
O  0.6269  7.6622  13.9019  -0.0006  -0.0014  0.0012
O  10.3076  8.4783  10.6241  0.0017  0.0031  0.0016
O  10.3865  3.388  14.8411  -0.0016  0.0003  0.0012
O  4.7357  0.467  14.4033  -0.0014  -0.001  0.0001
O  1.9438  9.1159  10.9619  0.0006  -0.0004  0.0032
O  9.4794  9.5123  13.3494  -0.0003  -0.0013  0.0015
O  2.6631  10.2225  15.529  -0.0016  -0.0008  0.0015
O  4.4318  1.3021  20.7091  -0.0032  0.0005  -0.0018
O  6.0183  6.2414  10.4937  0.0008  -0.0009  0.0001
O  2.0474  1.5488  19.6355  -0.0018  -0.001  0.0002
O  3.4977  10.5211  18.696  -0.0006  -0.0009  0.001
O  4.9058  2.4162  10.7653  0.0001  0.003  0.0049
O  0.5189  1.0754  15.4044  -0.0007  -0.0016  0.0016
O  2.3612  2.5323  10.0591  0.0007  -0.0011  0.0058
O  4.292  4.3073  12.5225  0.0001  -0.0019  0.0009
O  6.3662  4.6573  14.991  -0.0006  -0.0014  0.0019
O  2.728  8.0958  18.6951  -0.0007  -0.0003  0.0013
O  8.8549  5.5464  14.6831  -0.0003  -0.0016  0.001
O  5.3452  8.717  10.7181  -0.0008  -0.0021  0.0027
O  6.8755  4.13  11.5758  -0.0012  -0.0027  0.0004
O  6.9095  6.3647  13.061  -0.0012  -0.0008  0.0046
O  0.1961  0.1798  10.7471  -0.0004  0.0011  0.0031
O  6.8333  3.759  17.464  -0.0008  -0.0004  0.001
O  1.1755  -0.0579  17.6088  -0.0014  -0.0012  0.0009
O  10.1592  3.7782  21.0799  -0.0025  -0.0089  -0.003
O  6.3907  2.0445  15.6476  -0.0004  -0.0002  0.0023
O  9.244  1.0686  12.2827  -0.0008  -0.0009  0.0007
O  7.8255  8.2453  19.6586  0.0004  -0.0043  0.0016
O  1.8626  3.7041  17.5838  -0.0009  -0.0005  0.0018
O  1.8061  4.6929  11.5091  0.0018  0.0002  0.0048
O  4.3573  3.7511  16.3342  -0.0005  -0.0008  0.0006
O  2.1513  3.0457  15.0095  -0.001  -0.0009  0.0006
O  1.5124  9.6442  20.4241  -0.0022  -0.0006  -0.0002
O  7.493  10.0916  11.5902  0.0006  -0.0002  0.0043
O  10.5716  0.3845  19.6322  -0.0008  -0.0006  0.0026
O  3.5683  9.3819  13.1648  -0.001  -0.0005  0.0017
O  10.7868  2.8396  10.7594  -0.0023  -0.0034  0.0043
O  9.6349  6.4389  20.5316  -0.0008  -0.0012  -0.0041
O  6.9803  7.1897  15.5926  -0.001  -0.001  0.0006
O  1.0991  10.1866  13.148  -0.0014  0  0.0025
O  7.4215  0.1945  14.0034  -0.0021  0.0001  0.002
O  0.3808  5.6859  15.6426  -0.0015  -0.0011  0.0019
O  9.0999  2.1559  18.0028  -0.0007  -0.0002  0.0021
O  2.4623  5.8071  13.8293  -0.0029  0.0011  0.0032
O  8.6589  6.2325  11.119  -0.0046  -0.003  0.0034
O  3.2001  5.6925  18.3003  -0.001  -0.0003  0.0001

Results
free energy: -126348.052 eV
free energy less fixed offsets of B -154.04, O -568.88, Si -635.61 eV per atom: -1.172 eV

The program warned: the cutoff lies below the one the program advises for these potential files; the exchange-correlation potential is rough where the density is thin.
